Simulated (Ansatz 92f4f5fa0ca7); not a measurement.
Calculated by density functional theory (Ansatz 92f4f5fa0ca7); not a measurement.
Periodic cell of 272 atoms, Si165O105P2, from a study of silicon, its oxide and their interface. The atomic structure is a simulated model.

Settings
functional: PBE
potential files: Ansatz PAW
basis: plane waves
wave-function cutoff: 700 eV
density cutoff ratio: 5
exchange-correlation grid ratio: 1
k mesh: 2 x 2 x 1, shifted by 0.5 0.5 0.5 of a step
self-consistency stop: 5e-08 eV per atom in the density residual
occupations: fixed
spin: none
net charge: 0

Cell vectors (angstrom)
a 11.6015 0 0
b 0 13.3963 0
c 0 0 29.8085

Atoms and the computed forces on them: element, x, y, z (angstrom), force x, y, z (eV/angstrom)
Si 11.5441 0.1567 22.9353 -0.0241 -0.0217 -0.052
Si 3.8999 0.1301 23.0214 0.0315 -0.0243 -0.048
Si 7.6686 0.0929 23.1456 -0.0112 -0.0041 -0.04
Si 2.032 3.4419 22.9044 -0.02 -0.0166 -0.0446
Si 5.8849 3.6448 23.0364 -0.0003 0.01 -0.0708
Si 9.7627 3.5108 23.096 0.0119 -0.0185 -0.0545
Si 11.6497 6.8393 23.051 -0.0119 -0.017 -0.0482
Si 3.9492 7.0174 23.1681 0.0247 0.0054 -0.0631
Si 7.7778 6.8336 23.1566 0.0011 -0.0245 -0.0302
Si 2.0163 10.2116 23.2468 -0.011 -0.0041 -0.0474
Si 5.847 10.0811 23.2771 -0.0439 -0.0191 -0.0452
Si 9.8228 10.0674 23.1798 0.0261 -0.0115 -0.0427
Si 11.6885 2.3542 23.8067 0.0002 0.0178 -0.0068
Si 3.9699 2.3787 23.7529 0.0126 0.0041 0.0163
Si 7.7794 2.3828 23.7904 -0.0261 -0.0087 0.0008
Si 2.018 5.6963 23.7004 0.0246 0.0138 0.0503
Si 5.824 5.7877 23.9704 -0.0016 -0.0099 -0.0266
Si 9.726 5.7191 23.8984 0.0013 0.0116 -0.0078
Si 11.7267 9.0079 24.0025 0.0182 0.003 -0.0013
Si 3.8959 9.1161 24.1656 -0.0268 0.005 -0.0258
Si 7.8357 9.0387 23.9618 0.0119 0.0246 0.0236
Si 1.908 12.4805 23.8111 0.0038 0.0062 0.015
Si 5.768 12.3565 23.9184 -0.0042 0.0096 -0.0117
Si 9.6742 12.3683 23.7951 0.0043 0.0026 0.0113
Si 11.6384 2.2799 26.2044 -0.0035 -0.0054 -0.0255
Si 3.9047 2.2972 26.1694 0.0016 0.0085 -0.0258
Si 7.7509 2.2985 26.1923 -0.0075 0.0095 -0.024
Si 1.9699 5.6156 26.1432 0.0121 0.0149 -0.03
Si 5.8128 5.6555 26.3109 0.0016 0.0084 -0.0174
Si 9.6966 5.6347 26.2637 -0.0008 0.0034 -0.0129
Si 11.6532 8.966 26.3339 0.0051 0.0269 -0.0042
Si 3.8785 9.0029 26.4541 -0.0227 0.0132 -0.0044
Si 7.7862 8.9819 26.3079 -0.0071 0.0182 -0.0121
Si 1.9207 12.3721 26.2102 0.0032 0.0053 -0.0279
Si 5.7934 12.3206 26.2783 0.0008 0.0112 -0.0115
Si 9.6792 12.3279 26.1962 0.0096 0.0118 -0.0204
Si 1.9682 1.1833 27.026 0.0004 0.0084 0.0045
Si 5.8192 1.1729 27.0213 -0.0004 -0.005 0.002
Si 9.6829 1.1646 27.0067 0.0053 0.0026 0.0085
Si 11.639 4.5056 27.0142 0.0054 0.0067 0.0148
Si 3.8771 4.5037 27.0294 -0.0178 -0.0016 0.0027
Si 7.751 4.5102 27.0433 0.0117 -0.0004 -0.0074
Si 1.9554 7.807 27.0736 -0.0032 -0.0103 -0.0041
Si 5.8418 7.8764 27.0862 0.0232 -0.0073 -0.012
Si 9.7054 7.8492 27.0725 -0.0051 -0.0078 -0.0038
Si 11.6107 11.2241 27.038 0 -0.008 0.0046
Si 3.8439 11.2566 27.0755 -0.0067 0.0042 -0.0065
Si 7.753 11.2189 27.0461 0.0166 0.0054 -0.0041
Si 1.9336 1.1164 29.4135 0.0681 0.1616 -0.1249
Si 5.8008 1.1164 29.4135 0.0253 0.1287 -0.1727
Si 9.6679 1.1164 29.4135 0.0616 0.0831 -0.2124
Si 0 4.4654 29.4135 0.1201 0.0783 -0.1606
Si 3.8672 4.4654 29.4135 -0.0709 0.0438 -0.1827
Si 7.7343 4.4654 29.4135 0.0819 0.033 -0.0386
Si 1.9336 7.8145 29.4135 -0.0095 -0.1628 0.2347
Si 5.8008 7.8145 29.4135 0.1178 0.0246 0.3831
Si 9.6679 7.8145 29.4135 0.0463 0.0241 0.1459
Si 0 11.1635 29.4135 0.0099 0.1555 -0.0806
Si 3.8672 11.1635 29.4135 -0.0925 0.2758 0.2352
Si 7.7343 11.1635 29.4135 0.0289 0.1406 -0.0774
Si 0 0 0.3944 -0.0751 -0.1132 -0.1766
Si 3.8672 0 0.3944 0.0374 -0.1727 0.3042
Si 7.7343 0 0.3944 -0.1978 -0.2153 0.041
Si 1.9336 3.3491 0.3944 0.0922 -0.1153 -0.1263
Si 5.8008 3.3491 0.3944 -0.1039 -0.1033 0.2065
Si 9.6679 3.3491 0.3944 -0.2 0.0149 -0.0825
Si 0 6.6981 0.3944 -0.0644 0.0012 0.0535
Si 3.8672 6.6981 0.3944 -0.0163 -0.1253 -0.1314
Si 7.7343 6.6981 0.3944 0.0171 -0.0187 0.0193
Si 1.9336 10.0472 0.3944 -0.025 -0.0149 -0.0648
Si 5.8008 10.0472 0.3944 0.1306 0.1081 0.06
Si 9.6679 10.0472 0.3944 0.0075 -0.1398 -0.0491
Si 11.5484 -0.0326 2.7426 -0.0002 -0.004 0.0137
Si 3.8435 -0.0558 2.7984 0.0283 -0.0062 -0.0118
Si 7.6622 -0.0792 2.7699 -0.0232 -0.0035 -0.0065
Si 1.9268 3.2948 2.7413 0.0309 0.0048 0.0098
Si 5.7545 3.295 2.7962 -0.0087 0.0085 -0.0199
Si 9.5977 3.3285 2.7563 -0.0283 0.0004 0.0023
Si 11.5835 6.6587 2.7604 -0.0061 0.0077 0.0057
Si 3.8682 6.6413 2.7421 0.0027 -0.0087 0.0058
Si 7.7336 6.6688 2.7579 -0.0011 -0.0017 -0.0075
Si 1.9336 10.0115 2.7594 -0.0226 0.0055 0.0053
Si 5.8274 10.0548 2.7748 0.0062 -0.0012 0.0008
Si 9.6804 9.989 2.7565 -0.0048 0.0039 -0.0024
Si 11.5504 2.2231 3.4347 -0.0056 -0.0135 -0.001
Si 3.8152 2.149 3.6257 0.0016 -0.0095 0.0208
Si 7.6804 2.1321 3.5476 0.0095 -0.0025 0.0156
Si 1.9139 5.52 3.4985 -0.0052 -0.0071 0.0135
Si 5.8084 5.551 3.5526 0.006 -0.0098 0.019
Si 9.6495 5.5531 3.5843 -0.0011 -0.0147 0.0214
Si 11.6172 8.8869 3.5752 0.0014 -0.0179 0.0197
Si 3.9078 8.885 3.4492 0.0013 -0.0076 0.0029
Si 7.7441 8.8907 3.5645 -0.0181 -0.0182 0.017
Si 1.8659 12.2469 3.5453 0.0053 -0.0124 0.0206
Si 5.7495 12.2356 3.742 0.0061 0.0016 0.037
Si 9.6171 12.2151 3.5092 0.0152 -0.0017 0.019
Si 11.4702 2.2061 5.7505 -0.0047 -0.0126 0.0371
Si 3.7223 2.0811 6.0324 -0.026 -0.0141 -0.0281
Si 7.6103 2.0152 5.9153 0.0084 -0.007 -0.0088
Si 1.8891 5.4493 5.8447 -0.0106 -0.017 0.0029
Si 5.8057 5.5194 5.9219 0.0292 -0.0021 0.0027
Si 9.6136 5.5048 5.9706 -0.0013 -0.017 -0.0155
Si 11.6538 8.838 5.9596 0.0118 -0.0152 -0.0246
Si 3.9461 8.8237 5.7732 0.0348 -0.004 0.0373
Si 7.7876 8.8367 5.9449 -0.0057 -0.0055 -0.009
Si 1.7843 12.1983 5.9165 -0.0532 -0.0148 0.0267
Si 5.7125 12.1667 6.2469 -0.0186 -0.0432 -0.0779
Si 9.5838 12.1506 5.8603 0.0231 0.006 0.0277
Si 1.6381 1.0265 6.7001 -0.0879 0.0035 0.0396
Si 5.6503 1.0521 6.9683 0.0003 0.0474 0.0602
Si 9.6358 0.9776 6.5944 0.0554 0.0048 0.0534
Si 11.5436 4.3777 6.6909 -0.0169 0.023 0.051
Si 3.8543 4.3594 6.5723 0.0282 0.0117 0.0378
Si 7.6949 4.2363 6.5909 -0.0087 -0.0015 0.0532
Si 2.0533 7.6767 6.5327 0.0267 0.0152 0.0602
Si 5.8583 7.7642 6.7656 -0.006 0.002 0.0279
Si 9.74 7.7395 6.7643 0.0144 0.0255 0.0598
Si 11.452 11.0453 6.7885 -0.0163 0.0315 0.0298
Si 3.6541 10.9759 6.66 -0.0509 0.0264 0.0439
Si 7.7477 11.0152 6.8363 0.0661 0.0171 0.0527
O 9.9532 7.8766 8.4276 -0.0328 -0.024 0.0014
O 9.9248 0.857 8.2417 0.0269 -0.0024 -0.0268
O 1.0555 0.9825 8.2862 -0.0058 -0.0256 0.0056
O 3.0781 10.5944 8.1731 0.0395 -0.0271 0.0333
O 5.9027 7.8725 8.4429 -0.0035 -0.0049 -0.0072
O 5.5454 1.307 8.6461 0.0183 -0.0172 -0.0122
O 3.9578 4.3262 8.2158 0.0009 -0.0053 0.0057
O 7.6734 3.8099 8.2113 -0.0045 0.0026 -0.0053
O -0.0995 4.4017 8.3663 0.0091 -0.0249 -0.0024
O 11.1468 11.0411 8.4408 0.0257 -0.0024 -0.0101
O 8.0962 10.7951 8.4764 -0.0231 -0.018 -0.0039
O 2.4369 7.554 8.1298 -0.0398 -0.0119 0.0083
O 11.4173 0.1769 21.2589 0.0019 0.0203 -0.0041
O 9.8374 3.6211 21.4421 -0.0022 0.0102 -0.0047
O 4.14 7.5324 21.5827 0.0007 0.0119 0.0085
O 5.9918 4.1083 21.4202 -0.0079 -0.0077 0.009
O 5.7353 9.7542 21.6391 -0.0034 -0.0042 -0.0089
O 2.0309 3.3813 21.2202 0.0114 0.0055 -0.007
O 7.3765 13.3993 21.5079 0.0332 0.0037 -0.0153
O 3.9779 0.1183 21.3569 -0.0154 0.0109 -0.0024
O 7.7237 6.8095 21.4944 -0.0064 0.0206 -0.0119
O 2.0912 10.1365 21.599 0.0017 0.0129 0.0143
O 11.5286 6.9418 21.3883 0.0252 0.002 -0.0122
O 10.1397 9.6712 21.5817 -0.0369 0.0164 -0.0158
Si 11.7129 6.4863 11.3275 -0.0022 -0.0009 -0.0002
Si 1.5846 10.32 16.2462 0.0018 -0.0037 -0.0049
Si 0.2408 3.761 9.8272 0.0065 -0.0006 0.0079
Si 8.0475 12.8177 20.1507 0.0046 -0.0029 0.0149
Si 2.8532 10.487 9.7717 0.014 -0.0058 -0.0095
Si 2.5284 10.3649 20.0559 0.002 0.0041 -0.0133
Si 10.3522 3.6695 19.9036 0.008 0.0029 -0.007
Si 0.2946 12.8434 17.1173 0.0044 -0.004 0.0018
Si 10.8262 0.6662 19.8056 -0.0038 0.0067 -0.0063
Si 3.2991 7.7969 16.298 0.0018 -0.0022 -0.0014
Si 0.3124 6.4585 19.8825 -0.0031 0.0052 0.0006
Si 9.3256 2.3159 14.2265 0.006 0.0082 -0.0073
Si 2.7798 2.6109 10.9231 -0.0049 0.0073 -0.0077
Si 5.0799 11.9071 15.3619 -0.0035 -0.0111 -0.0033
Si 4.9256 8.6743 20.7008 0.0052 0.0046 0.0055
Si 3.5995 -0.339 11.2896 0.004 0.0003 -0.0036
Si 5.7579 8.8888 14.8799 0.0007 -0.0047 -0.0051
Si -0.1378 11.4072 10.0092 0.0074 0.0025 0.0168
Si 9.4084 9.9417 20.1492 -0.0027 0.0011 0.0071
Si 3.3701 0.0296 19.8429 -0.0056 -0.0008 -0.0057
Si 7.5513 4.6753 9.5745 0.0025 0.0139 -0.002
Si 2.3487 12.2943 14.1585 0.0039 -0.0069 -0.0101
Si 6.1198 0.5906 10.0237 -0.0064 -0.0095 0.0015
Si 2.7053 2.8809 19.7995 0.0038 -0.0001 -0.0095
Si 5.6874 4.0784 13.5733 -0.0076 -0.0024 0.0009
Si 7.3137 0.2144 15.5913 -0.0072 0.0041 0.0019
Si 9.5896 11.6617 15.156 0.0117 -0.0146 0.0005
Si 2.1363 6.5856 13.6196 -0.0052 0.0041 0
Si 2.6663 3.4827 13.8815 -0.0028 0.0068 -0.0163
Si 11.6803 9.1339 18.3835 -0.0039 -0.0038 -0.0034
Si 11.2656 0.9475 9.1806 0.0123 0.0012 0.0099
Si 9.2157 7.3319 9.78 0.0075 -0.0061 0.0016
P 8.8759 8.8203 14.5176 -0.0141 0.0035 -0.0039
Si 4.9932 7.0366 12.4741 0.0114 0.0105 0.0022
Si 2.9868 5.6083 18.7643 -0.001 0.0015 -0.0004
Si 2.6354 7.4499 9.7222 0.0004 0.0005 0.0011
Si 6.362 8.3956 9.93 -0.0018 0.0003 0.0155
Si 4.4011 4.7676 9.6936 -0.0009 0.0019 0.0084
Si 9.2808 10.8998 12.2421 -0.0015 -0.0025 -0.0029
Si 5.8336 13.0508 17.9461 0.0028 -0.0056 0.0021
Si 7.8752 4.718 18.3794 0.0006 0.0017 -0.0053
P 8.0652 5.0273 15.1934 -0.0095 -0.0368 0.0088
Si 7.2577 11.1447 9.8484 -0.0158 -0.0017 -0.0002
Si 5.3273 4.1087 19.93 -0.0063 0.0005 -0.0038
Si 0.7443 1.3986 15.0375 -0.0032 -0.0017 0.001
Si 7.5131 7.4116 19.996 0.0035 0.0051 -0.0061
Si 7.7336 2.5976 11.7206 0.0029 0.0035 -0.0102
O 3.5462 6.1198 10.0671 0.0023 0.0013 -0.0114
O 1.841 2.6024 14.9682 -0.004 -0.0063 -0.0177
O -0.2572 13.0411 10.1708 -0.0048 -0.016 -0.0265
O 8.4294 8.7198 19.7666 0 -0.006 0.0127
O 2.3225 1.2918 19.5606 0.0182 -0.0099 0.0246
O 8.0816 4.738 16.7778 -0.0067 0.0263 0.0069
O 2.6587 11.9598 19.7188 0.0135 -0.0029 0.0152
O 7.3588 9.0081 15.1886 -0.0181 0.0033 -0.0212
O 1.2364 0.089 14.1841 0.0083 0.0126 0.0211
O 4.285 3.4195 14.0847 -0.0214 0.0107 -0.0184
O 4.1725 3.4673 10.697 -0.004 0.0079 -0.006
O 10.8609 1.8592 14.5257 0.0005 -0.0043 0.0034
O 11.5577 4.8753 10.9968 0.0089 0.0152 -0.0229
O 10.8267 12.2667 16.0131 -0.002 -0.0102 0.0058
O 1.8147 3.3508 9.8475 -0.0242 -0.003 0.0274
O 8.526 5.9367 9.3415 -0.0026 0.0129 0.0162
O 11.1391 2.2652 19.5638 -0.0267 0.0014 0.0212
O 5.5606 7.5364 11.0393 0.0085 -0.0053 -0.0089
O 11.3938 7.5591 18.7694 0.0174 0.0131 0.018
O 7.9799 8.2988 10.2101 -0.0015 -0.0179 -0.008
O 10.2529 7.1776 11.0373 0.0033 -0.0141 -0.0256
O 9.1396 3.8813 14.6903 -0.0157 -0.0339 -0.0085
O 8.6618 11.3467 20.4018 0.007 0.011 -0.015
O 10.5483 10.7355 11.2032 -0.0075 0.0166 -0.0004
O 8.2903 12.3305 15.8629 0.0005 0.0057 -0.0122
O 4.3402 2.817 19.9255 -0.016 0.0369 -0.0024
O 4.5197 0.2048 18.7056 0.0014 -0.0233 0.0066
O 10.4426 10.0608 18.8999 0.0181 -0.0148 0.006
O 6.592 0.7454 16.9722 0.0018 -0.0323 -0.0163
O 0.6867 6.7731 12.8501 0.0235 -0.0117 -0.0112
O 1.1563 7.2007 10.3237 0.0078 -0.0088 0.0169
O 3.354 7.0526 12.619 0.0037 -0.0169 0.0196
O 3.9182 9.5501 19.7686 -0.0133 0.0019 0.03
O 6.6034 4.3118 14.9091 0.0085 0.0048 -0.034
O 0.713 0.9391 16.6023 -0.006 -0.0136 -0.0254
O 1.5127 11.7399 17.0929 -0.028 -0.0074 -0.0155
O 5.6363 8.1287 13.4662 -0.0204 -0.0117 0.0124
O 2.9992 12.4084 12.6622 -0.0039 0.0109 0.0093
O 6.4436 2.9844 12.6391 0.0156 0.0129 0.0038
O 2.8545 9.3493 16.6488 -0.0063 0.0041 -0.0185
O 5.9782 7.8959 19.734 0.0102 0.0066 0.031
O 1.9355 6.3725 19.7477 -0.0064 -0.02 -0.017
O 1.4085 9.6509 19.1467 -0.0167 -0.0031 0.0082
O 9.5812 10.0344 15.3529 -0.0011 0.0472 -0.0179
O 3.2014 8.9311 10.2221 -0.0271 0.0022 -0.0205
O 8.7804 9.5117 12.9957 0.0007 0.0171 0.0194
O 2.3327 7.4156 15.0144 0.0154 -0.011 -0.0005
O 9.061 3.7759 18.9418 0.0108 0.0105 0.0157
O 4.9021 7.966 15.949 -0.0095 0.0103 -0.0085
O 7.358 1.4186 10.6673 -0.0082 0.0071 0.0057
O 7.9274 6.25 18.9372 -0.0075 -0.0196 0.0058
O 5.9944 5.0931 9.7846 0.0035 -0.0125 -0.0066
O 6.9065 -0.8186 19.046 -0.0154 0.0181 -0.0118
O 11.0742 2.3288 10.0604 0.0168 -0.008 -0.0247
O 9.0144 2.1679 12.6296 -0.0191 0.0127 0.026
O 9.6274 11.9253 13.509 -0.0072 -0.0304 0.0154
O 6.4757 3.9963 18.7919 0.0018 0.014 0.0239
O 6.093 10.006 10.0621 0.0262 -0.0052 -0.0131
O 1.342 10.8011 10.2872 -0.0022 0.0015 -0.0165
O 5.1517 10.4052 14.7325 0.0095 0.0009 0.0204
O 1.6822 10.834 14.6504 0.0083 0.0262 0.0234
O 11.4138 13.0718 18.6492 0.0047 0.0051 0.0019
O 5.4086 11.8047 16.9662 0.0068 0.0321 -0.0168
O 8.0773 11.3841 11.2435 0 -0.0098 -0.0075
O 11.2744 4.9835 19.6083 -0.0045 0.0023 0.0133
O 8.2004 1.4138 14.9851 0.0115 -0.0021 0.0024
O 2.418 4.0307 18.6205 0.0138 0.0128 0.0302
O 3.7288 11.7438 10.3357 -0.0069 0.0117 0.0048
O 9.2011 0.4863 19.7208 0.0141 -0.0132 0.0114
O 2.2497 2.8791 12.4324 0.0298 0.0228 0.0134
O 3.5918 12.5432 15.1835 0.0105 -0.0151 -0.0127
O 8.1595 3.9082 10.8608 -0.0253 -0.0211 -0.0009
O 5.1009 0.3238 11.286 0.0121 -0.0122 -0.0082
O 4.4227 5.433 19.5414 -0.0137 -0.0282 -0.0133
O 6.1192 12.9767 14.6467 -0.0069 -0.0072 0.034
O 3.1427 6.5797 17.4224 0.004 0.0047 -0.0011
O 2.7474 0.9733 10.7409 -0.007 0.0107 0.0147
O 0.3057 9.3974 16.7695 0.0059 0.0206 0.0317
O 5.4796 5.5048 12.7912 -0.0033 -0.0062 0.0103
O 2.213 5.023 14.029 0.019 -0.0225 -0.0143
O 6.5782 12.5512 9.4515 0.0032 0.0002 0.0303

Results
free energy: -166136.272 eV
free energy less fixed offsets of O -569.03, P -756.45, Si -635.61 eV per atom: 0.428 eV

The program warned: the cutoff lies below the one the program advises for these potential files; the exchange-correlation potential is rough where the density is thin.
